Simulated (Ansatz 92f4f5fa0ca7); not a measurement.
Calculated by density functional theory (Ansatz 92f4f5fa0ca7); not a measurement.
Periodic cell of 225 atoms, Si133O90H2, from a study of silicon, its oxide and their interface. The atomic structure is a simulated model.
Doubt: the cutoff is far below the 930 eV that the study's wrapper takes by default for these files, so forces and energies are approximate.
This geometry differs little from another in the collection (a relaxation step or a small displacement).

Settings: functional PBE; potential files Ansatz PAW; basis plane waves; wave-function cutoff 580 eV; density cutoff ratio 5; exchange-correlation grid ratio 1; k mesh 1 x 1 x 1, Gamma-centred; self-consistency stop 5e-08 eV per atom in the density residual; occupations fixed; spin none; net charge 0.

Cell vectors (angstrom)
a	10.938	0	0
b	0	10.938	0
c	0	0	33.307

Atoms: element, x, y, z (angstrom)
Si	0.4441	-0.3507	25.9593
Si	5.3316	0.3148	25.7855
Si	2.9497	2.4048	25.7753
Si	7.9517	3.0259	26.0545
Si	-0.2757	5.6216	25.7464
Si	5.8517	5.319	25.8515
Si	2.6182	8.3124	25.7106
Si	8.5707	8.0076	25.7802
Si	1.5039	1.2889	27.2535
Si	6.7895	1.4083	27.2663
Si	4.1142	4.1192	27.0061
Si	9.5959	4.1486	27.2516
Si	1.3821	6.7806	27.0446
Si	6.9744	6.8729	27.1729
Si	4.1895	9.5397	27.0289
Si	9.6787	9.5261	27.1872
Si	2.8434	-0.0936	28.5533
Si	8.2289	-0.0205	28.5057
Si	0.0434	2.6973	28.5182
Si	5.4069	2.7874	28.5435
Si	2.7468	5.4425	28.4525
Si	8.2297	5.4842	28.5937
Si	0.0587	8.1357	28.5326
Si	5.5081	8.1951	28.4807
Si	4.1018	1.3673	29.8887
Si	9.5708	1.3673	29.8887
Si	1.3673	4.1018	29.8887
Si	6.8362	4.1018	29.8887
Si	4.1018	6.8362	29.8887
Si	9.5708	6.8362	29.8887
Si	1.3673	9.5708	29.8887
Si	6.8362	9.5708	29.8887
Si	0	0	31.256
Si	5.469	0	31.256
Si	2.7345	2.7345	31.256
Si	8.2035	2.7345	31.256
Si	0	5.469	31.256
Si	5.469	5.469	31.256
Si	2.7345	8.2035	31.256
Si	8.2035	8.2035	31.256
Si	1.3673	1.3673	32.6232
Si	6.8362	1.3673	32.6232
Si	4.1018	4.1018	32.6232
Si	9.5708	4.1018	32.6232
Si	1.3673	6.8362	32.6232
Si	6.8362	6.8362	32.6232
Si	4.1018	9.5708	32.6232
Si	9.5708	9.5708	32.6232
Si	2.7345	0	0.6835
Si	8.2035	0	0.6835
Si	0	2.7345	0.6835
Si	5.469	2.7345	0.6835
Si	2.7345	5.469	0.6835
Si	8.2035	5.469	0.6835
Si	0	8.2035	0.6835
Si	5.469	8.2035	0.6835
Si	4.1018	1.3673	2.0507
Si	9.5708	1.3673	2.0507
Si	1.3673	4.1018	2.0507
Si	6.8362	4.1018	2.0507
Si	4.1018	6.8362	2.0507
Si	9.5708	6.8362	2.0507
Si	1.3673	9.5708	2.0507
Si	6.8362	9.5708	2.0507
Si	0	0	3.418
Si	5.469	0	3.418
Si	2.7345	2.7345	3.418
Si	8.2035	2.7345	3.418
Si	0	5.469	3.418
Si	5.469	5.469	3.418
Si	2.7345	8.2035	3.418
Si	8.2035	8.2035	3.418
Si	1.338	1.371	4.8107
Si	6.7929	1.3905	4.7698
Si	4.0385	4.1701	4.746
Si	9.5607	4.115	4.8195
Si	1.3586	6.8451	4.8005
Si	6.8095	6.8457	4.7961
Si	4.077	9.5765	4.8505
Si	9.5047	9.6308	4.6857
Si	2.6304	-0.0488	6.2351
Si	8.1541	0.0044	6.0986
Si	-0.0277	2.7521	6.2209
Si	5.3404	2.7349	6.0486
Si	2.728	5.5107	6.2328
Si	8.1295	5.4336	6.1778
Si	-0.1306	8.2326	5.9911
Si	5.4549	8.2018	6.2367
Si	3.7809	1.6291	7.4207
Si	9.6906	1.1282	7.4562
Si	1.5947	3.8998	7.5365
Si	6.5117	4.2104	7.4217
Si	4.3863	6.5677	7.599
Si	9.2621	7.1309	7.3549
Si	0.8947	9.7437	7.4335
Si	7.0746	9.388	7.5014
O	9.6018	6.8085	25.2464
O	4.1384	1.3539	25.2523
O	8.1879	8.2447	7.9705
O	2.7047	2.7565	7.999
O	6.8985	4.1188	25.3772
O	1.4966	9.4735	25.3025
O	5.4819	5.3846	7.9359
O	-0.121	0.0158	7.9077
O	6.9603	3.3816	8.7798
O	6.5486	10.1527	8.8778
O	10.1496	6.5656	8.6156
O	1.1251	8.8465	8.7961
O	4.6031	1.059	8.716
O	1.031	4.6216	8.9266
O	8.9297	1.5674	8.8593
O	3.9635	7.0469	9.1188
O	8.0374	8.8396	24.4505
O	8.7218	2.2755	24.8356
O	5.5073	6.2528	24.5216
O	2.0034	2.809	24.4768
O	10.7633	0.4264	24.6695
O	0.1987	4.7691	24.4026
O	7.2419	11.8874	20.6861
O	6.2325	10.7863	24.479
Si	9.6761	1.3543	23.9252
Si	4.5839	6.4469	20.5603
Si	1.0505	8.9119	10.4232
Si	17.2814	5.2684	15.8758
Si	7.3451	2.1532	19.5775
Si	19.29	14.3407	12.6052
Si	11.0292	5.0018	16.8328
Si	9.2726	-0.6352	16.478
Si	15.4358	10.5087	19.0074
Si	12.7136	3.0445	18.2691
Si	8.352	2.9477	9.506
Si	2.9474	7.9966	18.469
Si	11.5716	1.1195	16.2504
Si	0.4215	13.6729	13.5028
Si	4.3092	2.5086	19.9917
Si	6.1276	2.457	14.4522
Si	7.1142	5.9085	18.8241
Si	5.2174	10.7848	9.5933
Si	15.1775	6.5593	23.5453
Si	17.9138	10.2636	20.6888
Si	3.0763	4.3244	21.937
Si	11.5014	9.6126	14.795
Si	6.5946	11.5785	16.9754
Si	5.2629	8.304	13.1154
Si	10.53	5.2175	9.431
Si	3.711	6.9745	15.4857
Si	7.4807	10.1443	23.6342
Si	-2.1912	8.4696	18.8751
Si	-0.3954	6.8181	12.0516
Si	1.5973	11.0476	12.2741
Si	11.0266	6.6934	19.0715
Si	3.8395	8.1217	10.3304
Si	0.8157	3.494	23.5687
Si	10.0996	3.7678	19.149
Si	4.8318	11.2958	12.5501
Si	7.8064	6.3156	13.4958
Si	1.3185	5.4178	14.1425
O	9.9289	7.7084	19.7029
O	5.0964	1.7404	13.3928
O	11.4454	2.8255	19.3144
O	7.4019	12.4677	18.0778
O	4.1326	7.9903	14.2698
O	4.0514	0.9151	19.8091
O	2.3405	8.0644	10.9465
O	-1.0606	4.027	17.5121
O	7.7059	4.9179	12.6219
O	9.4686	-1.8255	17.5675
O	5.8019	14.8999	15.0282
O	5.473	9.9341	13.2231
O	10.7175	8.1854	11.16
O	17.675	5.0587	17.4595
O	1.3653	10.6915	15.7344
O	6.059	12.4842	15.7737
O	1.5674	7.4153	19.1585
O	19.6752	3.0503	19.7737
O	7.5232	18.4001	18.4494
O	12.6575	1.7659	17.2647
O	3.2132	11.1335	12.4227
O	3.2328	7.6127	24.3151
O	19.1443	9.6468	19.836
O	9.4176	4.098	9.1078
O	11.9182	9.9083	13.2676
O	3.9031	2.9667	21.5201
O	4.7125	7.1256	22.0669
O	1.1667	10.5004	10.8006
O	5.0971	6.2936	15.9575
O	18.6117	10.5405	16.3414
O	-2.795	2.7893	11.1063
O	6.6399	7.4415	13.2952
O	5.8853	2.9308	19.7143
O	11.032	5.1686	15.2302
O	16.2276	10.8396	17.6125
O	10.1384	11.6296	16.9461
O	0.2941	2.1333	15.0175
O	3.5708	5.0732	23.3111
O	14.0029	-3.2952	16.8649
O	11.906	8.0937	15.1834
O	5.5306	11.4042	11.0686
O	4.102	-1.3371	9.6899
O	8.6508	11.2305	23.2265
O	4.8199	7.8592	11.5996
O	10.5928	2.4284	23.0833
O	3.3598	5.3648	20.7077
O	7.6576	5.8812	15.084
O	-0.4759	5.5524	11.0144
O	9.8848	9.8392	15.0298
O	0.9182	12.5027	12.4911
O	6.9182	9.6586	22.1919
O	1.5291	3.9373	13.4664
O	4.179	7.3896	19.3184
O	2.6939	5.8521	14.887
O	9.9288	14.2757	13.0033
O	3.1649	9.6163	18.6749
O	9.2235	6.9752	13.015
O	16.9457	5.8379	20.044
O	0.8796	6.4863	13.005
O	10.812	6.5041	17.4499
O	16.5089	9.7902	20.0062
O	1.4985	4.0024	22.1699
O	10.6677	5.226	19.764
O	23.4092	4.4165	17.3897
O	14.1922	3.1894	18.9289
O	7.5807	2.4818	13.7113
H	8.2921	5.3053	19.4285
H	12.0015	7.9143	16.1313

Results
free energy: -135767.524 eV
free energy less fixed offsets of H -15.97, O -568.88, Si -635.61 eV per atom: -0.254 eV

Forces (eV/angstrom), in the order of the atoms: element, x, y, z
Si	-0.0022	0.0013	-0.0063
Si	0.0058	-0.0014	0.0081
Si	0.0021	0.0039	0.0053
Si	0.0009	-0.0004	0.0065
Si	0.0027	-0.0029	0.0105
Si	-0.0022	0.0001	0.0049
Si	0.001	-0.0002	0.0085
Si	-0.0005	0.0036	0.0024
Si	-0.0056	0.0044	-0.0016
Si	-0.0018	-0.0011	-0.0054
Si	0.0025	-0.005	-0.0028
Si	0.0007	-0.0012	-0.0067
Si	-0.0056	0.0049	-0.0031
Si	0.0001	0.0015	-0.0034
Si	-0.0038	0.0046	-0.0033
Si	-0.0061	0.0038	-0.001
Si	0.0055	-0.006	0.0013
Si	0.0026	-0.0025	0.0013
Si	0.0004	-0.0021	0.0009
Si	-0.0011	0.0022	-0.0007
Si	-0.0002	-0.0004	0.0053
Si	-0.0009	-0.0012	0.005
Si	0.0044	-0.0063	-0.0011
Si	-0.0002	-0.0016	0.0053
Si	0.0767	-0.0279	0.2969
Si	0.0531	-0.0706	-0.1074
Si	0.1868	-0.0202	-0.1985
Si	-0.1929	0.0947	0.2071
Si	0.0168	-0.0559	-0.492
Si	0.3215	0.0985	0.5224
Si	0.2458	-0.3153	0.0883
Si	0.0709	-0.0262	-0.1351
Si	0.0002	0.0259	-0.0363
Si	0.0639	0.1772	-0.0048
Si	-0.0551	-0.0797	-0.0073
Si	-0.0557	0.0115	-0.0269
Si	-0.0705	0.0853	0.0025
Si	0.0666	-0.0174	0.0027
Si	-0.093	0.0665	0.0157
Si	0.0683	0.0344	-0.0076
Si	-0.0061	0.0322	-0.0023
Si	0.0312	-0.0842	-0.0071
Si	0.0039	0.0002	-0.0195
Si	0.0651	-0.0234	-0.034
Si	0.0597	-0.0809	-0.0144
Si	-0.0206	0.0195	-0.0071
Si	0.0406	-0.0553	-0.0376
Si	-0.0313	-0.0141	-0.0128
Si	-0.0169	0.0069	0.0067
Si	0.01	0.0732	0.0496
Si	-0.0968	0.0228	0.0106
Si	0.0163	0.011	0.0136
Si	-0.0341	0.0254	0.0399
Si	-0.0029	-0.0147	0.0079
Si	-0.0027	0.0022	0.0087
Si	-0.0305	0.0816	0.0043
Si	-0.0148	-0.0268	0.0392
Si	0.0945	-0.0133	-0.0162
Si	-0.0448	-0.1204	-0.0179
Si	0.0126	0.01	0.0386
Si	0.088	-0.0255	-0.018
Si	-0.0159	0.0083	0.0315
Si	0.0006	0.0218	0.0394
Si	-0.0624	-0.1643	-0.0289
Si	0.0559	0.3622	-0.357
Si	-0.2229	-0.1628	0.1492
Si	-0.29	-0.008	-0.0082
Si	0.0502	0.0842	0.142
Si	0.0244	-0.0721	0.1713
Si	-0.0646	0.2492	-0.1927
Si	0.0761	0.0429	0.2444
Si	-0.3774	-0.1408	-0.3429
Si	-0.0022	0.0034	0.0019
Si	0.0007	0.0006	-0.0046
Si	0.0009	0.0054	0.0027
Si	0.0018	0.0002	-0.0059
Si	-0.0015	0.0005	-0.0026
Si	-0.0052	-0.001	0.0005
Si	0.0011	0.0009	-0.0067
Si	-0.0009	0.0001	-0.004
Si	-0.0014	-0.001	0.0002
Si	0.0011	0.0008	0.0074
Si	0.0032	-0.0043	0.0049
Si	0	0.0021	0.0021
Si	0.0011	-0.0056	0.0015
Si	-0.0026	-0.0025	0.0004
Si	0.0038	-0.0034	0.0015
Si	0.0045	-0.0001	0.0017
Si	0.0016	0.0051	0.0039
Si	-0.0046	0.0066	-0.0081
Si	-0.0019	0.0055	-0.0128
Si	-0.0062	0.0035	-0.0021
Si	0.0014	-0.006	0.0043
Si	0.0042	-0.0017	0.0024
Si	0.0012	0.0001	0.001
Si	-0.0075	0.0058	-0.0072
O	0.0002	-0.0007	-0.0024
O	-0.0012	0.0014	-0.0025
O	0.0052	-0.0027	-0.0002
O	0.0016	-0.0061	0.0022
O	-0.0019	0.0024	-0.0016
O	-0.0002	0.0009	-0.0011
O	0.0018	0.0007	-0.0003
O	0.0022	-0.0027	-0.0007
O	0.0015	-0.0011	0.0009
O	-0.0004	0.0017	0.0035
O	0.0002	0.0009	0.0012
O	0.0002	-0.0003	0.0007
O	0.0001	-0.0013	-0.0007
O	-0.0006	0.0002	0.0051
O	0.0002	-0.001	0.0023
O	0.0004	0.002	-0.0003
O	-0.0013	0.0018	-0.0024
O	0.0004	0.0002	-0.0028
O	0.0013	-0.0004	-0.0023
O	-0.0025	0.0011	-0.005
O	0.0008	-0.0006	0.004
O	0.0017	-0.0026	-0.006
O	0.0013	0.0011	-0.0017
O	0.0015	-0.0018	-0.0056
Si	0.0016	-0.001	-0.0004
Si	0.0007	-0.0003	0.0028
Si	0.0006	-0.0021	-0.0005
Si	-0.0003	0.0016	0.0002
Si	0.0016	-0.0004	0.002
Si	0.0013	-0.001	-0.0018
Si	0.0017	-0.0022	0.0003
Si	-0.0002	0.0027	0.0017
Si	-0.0006	0	0.0012
Si	0.0003	-0.0007	0.0013
Si	0	0.0014	-0.0019
Si	0.0035	0.0017	-0.0012
Si	-0.0009	0.002	0.0023
Si	0.0002	-0.001	0.0014
Si	-0.0005	0.0001	0.0017
Si	0	-0.0021	-0.0002
Si	0.0012	-0.0028	0.002
Si	0.0011	-0.0023	-0.0013
Si	-0.0011	0.0009	0.003
Si	0.0012	-0.0003	0.0026
Si	-0.0007	-0.0006	0.0024
Si	-0.0003	0.0049	-0.003
Si	0.0015	-0.0012	0.0016
Si	-0.0019	-0.0015	0.001
Si	0.0008	-0.0035	-0.0029
Si	-0.0081	0.0036	0.0011
Si	0.0011	0.0007	0.0009
Si	0.0015	0.002	0.0014
Si	0.0017	-0.0013	0.0012
Si	0.0025	0.001	-0.001
Si	0.0015	0.002	0.0015
Si	0.0026	-0.0001	-0.002
Si	-0.0022	-0.0008	0.0018
Si	-0.0004	-0.0016	0.0012
Si	0.0017	-0.0013	-0.0016
Si	0.002	0.0014	-0.0007
Si	0.006	0.0023	-0.0023
O	0.0014	-0.0012	-0.0022
O	0.0011	0.0004	0.0001
O	0	0.001	-0.0021
O	0.0003	0.0017	-0.0003
O	0.0005	0.0026	-0.0036
O	0.0011	-0.0002	0.0001
O	-0.0003	0.0005	-0.0008
O	0.0008	0.0024	-0.0018
O	0.0005	-0.0006	-0.0003
O	0.0012	-0.0011	-0.0026
O	0.0011	-0.0015	-0.0009
O	0.0008	-0.0003	-0.0004
O	0	0.0001	0
O	-0.0008	0	-0.0008
O	-0.0005	-0.0018	0.0003
O	-0.0004	0.002	-0.0036
O	-0.0033	-0.0012	-0.0004
O	-0.0002	0.001	-0.0017
O	0.0006	0.0004	-0.0015
O	0.0003	-0.0012	0.0006
O	-0.0009	-0.0002	-0.0003
O	0.002	-0.0021	-0.0058
O	0.001	-0.0005	-0.0023
O	0	-0.0009	-0.0002
O	-0.0002	-0.0087	0.0086
O	0.0007	0.0005	0.0002
O	0.0017	-0.0002	-0.0013
O	0	-0.0006	0.0018
O	0.0043	-0.0009	-0.0019
O	0.0005	-0.0009	0.0005
O	0.0006	-0.0001	0.0012
O	0.0015	-0.0004	0
O	-0.0002	0.0006	-0.0002
O	-0.0002	-0.0007	0.0007
O	-0.0004	0.0017	-0.0002
O	-0.0005	-0.0001	0.0002
O	-0.0001	0.002	-0.0008
O	-0.0003	-0.0007	-0.001
O	-0.0024	0.0025	0.0003
O	0.1313	0.0449	-0.1249
O	-0.0002	0	0.0013
O	0	-0.001	0.001
O	0.0005	-0.0004	-0.0008
O	0.0002	0.0003	-0.0005
O	0.0006	-0.0001	-0.0006
O	0.0017	0.0002	-0.0003
O	0.0012	-0.0012	-0.0005
O	-0.0009	0.0007	0.0007
O	0.0019	0.0014	0.0007
O	0.0003	-0.0033	0.0027
O	0.0007	-0.0005	-0.0024
O	0	-0.0019	0.0005
O	0.0018	0.0014	0.0011
O	-0.0025	-0.0022	-0.002
O	0.0008	-0.0005	0.0006
O	0.0002	0.0014	-0.0004
O	-0.0001	-0.0011	0.0001
O	-0.0001	0.0002	-0.0012
O	0.0001	-0.0007	-0.0015
O	0.0087	0.0026	-0.0013
O	0.001	0.0005	-0.0013
O	0.0024	0.0011	-0.0025
O	0.0034	0.0018	-0.0028
O	-0.0001	-0.0014	-0.0015
O	0.0009	-0.0004	0.0006
O	0.0009	-0.0003	0.0001
H	-0.0021	0.0013	-0.0026
H	-0.1726	-0.0677	0.1249

The program warned: the cutoff lies below the one the program advises for these potential files; the forces do not sum to zero within the program's tolerance; the exchange-correlation potential is rough where the density is thin.
